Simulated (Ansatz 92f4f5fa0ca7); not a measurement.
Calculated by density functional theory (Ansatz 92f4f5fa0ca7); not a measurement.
Periodic cell of 215 atoms, Si132O82B1, from a study of silicon, its oxide and their interface. The atomic structure is a simulated model.
Doubt: the cutoff is far below the 930 eV that the study's wrapper takes by default for these files, so forces and energies are approximate.

Settings
functional: PBE
potential files: Ansatz PAW
basis: plane waves
wave-function cutoff: 580 eV
density cutoff ratio: 5
exchange-correlation grid ratio: 1
k mesh: 1 x 1 x 1, Gamma-centred
self-consistency stop: 5e-08 eV per atom in the density residual
occupations: fixed
spin: none
net charge: -1 e, with a uniform compensating background and no finite-size correction

Cell vectors (angstrom)
a 10.938 0 0
b 0 10.938 0
c 0 0 31.5432

Atoms and the computed forces on them: element, x, y, z (angstrom), force x, y, z (eV/angstrom)
Si 10.4332 0.5742 24.3411 -0.025 0.0456 0.1544
Si 6.0385 10.5004 24.1447 0.0514 -0.0277 0.1822
Si 2.1268 3.25 24.0829 -0.0152 0.0346 0.1674
Si 8.7041 2.2597 24.3038 0.0208 -0.0434 0.1783
Si 0.4956 5.0545 24.1619 0.0488 -0.0333 0.1699
Si 5.046 5.9002 24.1961 -0.0098 0.0394 0.1562
Si 3.388 7.654 24.1612 0.0128 -0.0314 0.1583
Si 7.827 8.8294 23.9944 -0.0449 -0.0033 0.1709
Si 1.3436 1.4776 25.454 -0.0219 0.033 0.0461
Si 6.9106 1.308 25.4892 0.0251 -0.0285 0.0615
Si 4.0246 4.1028 25.3272 -0.0219 0.0048 0.0218
Si 9.6584 4.1034 25.4202 0.0297 -0.027 0.0413
Si 1.4896 6.8167 25.3701 0.0077 -0.0171 0.0336
Si 6.8935 6.9489 25.247 -0.0054 0.0122 0
Si 4.225 9.536 25.3466 0.0127 -0.0195 0.016
Si 9.5306 9.64 25.434 -0.0543 0.0119 0.0626
Si 2.7765 0.0062 26.6587 0.0071 0.0143 -0.1285
Si 8.2141 -0.0261 26.9407 0.0019 -0.0082 0.2156
Si 0.0128 2.7705 26.9172 0.0027 0.0005 0.2075
Si 5.4453 2.7392 26.6788 0.0056 -0.0177 -0.1057
Si 2.7516 5.4368 26.8421 -0.0054 -0.0022 0.1308
Si 8.2181 5.5263 26.6449 0.0295 0.0108 -0.1194
Si 0.0355 8.2098 26.667 0.0254 0.0234 -0.1144
Si 5.5498 8.1999 26.8004 0.0178 0.0166 0.0949
Si 4.1058 1.3673 28.0799 -0.0056 0.0403 0.0693
Si 9.5886 1.3714 28.2732 -0.0067 -0.0069 -0.3625
Si 1.3875 4.1239 28.2744 -0.002 -0.0565 -0.3479
Si 6.8309 4.1423 28.029 0.0137 -0.0521 0.1234
Si 4.1595 6.8211 28.1576 -0.0887 0.0236 -0.0953
Si 9.5927 6.8529 28.0616 -0.0262 0.006 0.094
Si 1.3945 9.5887 28.0507 -0.0492 0.0014 0.1221
Si 6.8376 9.5342 28.2743 0.0736 0.0834 -0.3369
Si 0.0498 -0.0205 29.5428 0.0467 -0.0597 0.0209
Si 5.4409 0.0181 29.5084 -0.0122 0.0135 0.0399
Si 2.7679 2.7095 29.545 0.0349 -0.0364 0.0504
Si 8.1693 2.777 29.4928 -0.056 0.0548 -0.0102
Si -0.0209 5.5101 29.5149 -0.036 0.0336 0.0423
Si 5.5042 5.4538 29.5223 0.0373 -0.0397 0.0006
Si 2.7484 8.217 29.4634 0.0167 -0.0119 -0.0533
Si 8.2488 8.1675 29.5493 0.0441 -0.0502 0.0555
Si 1.393 1.3547 30.9282 -0.0028 -0.0013 0.0258
Si 6.8132 1.3869 30.855 0.0154 0.0213 0.0019
Si 4.1292 4.0903 30.91 -0.0008 0.0091 0.0093
Si 9.5526 4.1225 30.8615 -0.0167 -0.0025 0.0077
Si 1.3743 6.8617 30.8491 0.0087 0.0246 -0.0017
Si 6.8628 6.8085 30.9191 -0.0036 -0.0029 0.019
Si 4.0879 9.5811 30.8633 -0.0219 -0.0183 0.0106
Si 9.6015 9.5557 30.9167 0.0274 0.0232 0.0155
Si 2.7492 -0.0349 0.7463 -0.0003 0.0037 0.0069
Si 8.1813 0.0235 0.6865 -0.014 -0.0536 -0.008
Si -0.0322 2.7509 0.6999 0.0276 -0.012 -0.0063
Si 5.4895 2.7151 0.7394 -0.0041 0.0008 -0.0034
Si 2.7166 5.488 0.6939 0.0099 -0.0267 -0.019
Si 8.2218 5.4337 0.7493 -0.0011 0.0039 0.0119
Si 0.0425 8.1825 0.7332 -0.0123 -0.0008 0.0022
Si 5.4523 8.2146 0.6958 0.041 0.0151 -0.0094
Si 4.1308 1.3283 2.0958 0.0202 -0.0191 0.0002
Si 9.5173 1.3961 2.0736 -0.0424 0.0952 -0.0341
Si 1.3252 4.1341 2.0719 -0.0562 0.0583 -0.0189
Si 6.864 4.0561 2.1174 0.0217 -0.0745 -0.0126
Si 4.0629 6.8706 2.0723 -0.0855 0.0466 -0.0395
Si 9.6187 6.7951 2.0862 0.0484 -0.0449 -0.0408
Si 1.3867 9.5397 2.1219 0.0399 0.0114 -0.0097
Si 6.8297 9.576 2.0736 -0.0091 0.0129 -0.0169
Si -0.0681 -0.0208 3.3501 0.1301 -0.0396 0.2531
Si 5.482 -0.0236 3.5339 -0.0087 0.0124 -0.0958
Si 2.7036 2.7217 3.3416 0.0285 0.0039 0.3051
Si 8.2041 2.7155 3.5892 0.0462 0.0369 -0.1044
Si -0.0126 5.4654 3.5689 0.0607 -0.0598 -0.14
Si 5.4692 5.4905 3.3334 0.0311 -0.0601 0.313
Si 2.719 8.1834 3.5758 0.0185 -0.0505 -0.0858
Si 8.244 8.1819 3.3637 -0.1467 0.0548 0.2062
Si 1.2956 1.3501 4.6895 0.0089 0.0055 -0.1459
Si 6.8612 1.2848 4.9623 0.0177 0.0637 0.0343
Si 4.0869 4.1165 4.6753 -0.0118 -0.0446 -0.1792
Si 9.5402 4.1371 4.9827 -0.2647 -0.161 0.1624
Si 1.2973 6.858 4.9852 0.1295 0.2615 0.1446
Si 6.8718 6.8128 4.7069 -0.0732 -0.296 -0.1727
Si 4.1329 9.5462 4.9344 -0.0723 -0.0469 0.0345
Si 9.5749 9.5347 4.7675 0.2926 0.048 -0.1026
Si 2.6129 0.0059 6.1278 -0.0452 -0.0322 -0.0296
Si 8.2545 -0.1768 6.2724 -0.1831 0.0185 0.178
Si -0.0057 2.6472 6.2117 0.0121 0.0632 -0.0373
Si 5.4189 2.7774 6.1169 0.0253 0.0293 -0.0729
Si 2.7675 5.4239 6.168 -0.0511 -0.0013 -0.0246
Si 8.176 5.6169 6.3199 0.3961 0.3164 -0.1038
Si -0.171 8.21 6.3708 -0.3286 -0.3416 -0.1228
Si 5.6193 8.1394 6.1691 -0.0022 0.1645 0.14
Si 3.5188 1.8909 7.1959 -0.169 0.2105 -0.1894
Si 10.0389 0.8158 7.4645 0.1404 -0.1278 -0.2864
Si 1.8149 3.6173 7.3511 0.0392 -0.0513 -0.2717
Si 6.2895 4.5583 7.4121 -0.1879 0.0331 -0.3067
Si 4.6613 6.3128 7.272 0.1483 -0.1513 -0.2557
B 9.1433 7.2186 7.3776 0.0236 -0.0433 -0.2819
Si 0.8681 10.0839 7.5371 -0.0346 0.1739 -0.2925
Si 7.5805 8.7386 7.4684 0.1015 -0.0773 -0.4416
O 4.6035 6.5915 8.904 -0.153 0.1264 0.2961
O 1.4157 3.9466 8.929 -0.0233 0.0774 0.3492
O 9.5979 6.6989 8.6299 0.2319 -0.2311 0.9384
O 1.3106 10.1217 9.1644 0.151 -0.0722 0.3407
O 6.071 4.2091 9.039 0.0461 -0.1496 0.3976
O 3.7269 1.559 8.7862 0.1159 -0.096 0.2988
O 7.2137 8.9069 9.0879 -0.2378 0.247 0.8194
O 9.6919 1.0669 9.0692 -0.1591 0.0835 0.3376
O 8.2604 2.5237 22.7357 -0.066 0.0468 -0.2471
O 10.9991 5.5448 22.6367 -0.0356 0.0678 -0.245
O 5.6277 0.0714 22.627 -0.0535 0.0799 -0.2424
O 5.283 5.4097 22.629 0.05 -0.045 -0.2481
O 2.1385 2.8105 22.4752 0.0289 -0.0819 -0.2676
O 3.3172 7.8523 22.5074 -0.0493 0.0451 -0.2293
O 8.3698 8.7423 22.4117 0.0857 -0.0124 -0.2634
O -0.1781 11.2346 22.7513 0.0655 -0.0575 -0.2272
Si 2.1351 3.0146 12.8802 -0.0459 -0.0037 -0.3349
Si 8.6937 1.2747 10.3342 0.042 -0.042 -0.3849
Si 1.0599 4.5154 15.3561 -0.0111 -0.0078 -0.1624
Si 7.5684 5.5632 12.1678 -0.0179 0.0322 -0.38
Si 2.4058 8.1859 21.2055 0.0325 -0.0264 0.2098
Si 5.4278 7.7563 12.45 0.0558 -0.0106 -0.3768
Si 9.2546 0.4627 15.4791 0.0176 -0.017 -0.1778
Si 2.9049 -0.0439 16.6343 0.028 -0.0008 -0.0623
Si 10.4633 1.1728 12.5926 -0.0368 -0.0251 -0.3258
Si 7.7613 2.8303 21.2324 0.0271 -0.0232 0.2123
Si 9.1156 8.7935 14.432 0.0497 -0.0215 -0.2291
Si 1.4389 4.8039 10.3122 -0.077 0.0302 -0.4198
Si 4.4721 9.49 19.1219 -0.0064 0.0106 0.0727
Si 11.0666 6.0984 21.1074 0.0092 -0.0197 0.2155
Si 6.6013 10.4604 14.8234 0.0469 -0.0352 -0.1298
Si 5.3809 0.731 21.1688 0.015 -0.0299 0.2075
Si 2.3534 9.7931 10.3872 -0.1114 -0.0253 -0.3253
Si 0.4201 10.6359 21.385 -0.0355 0.0468 0.1899
Si 5.8489 5.2517 21.1242 -0.0277 0.009 0.2357
Si 3.6424 7.0781 10.1007 0.0889 -0.0729 -0.3667
Si 9.0446 5.6978 14.8201 -0.0359 0.0179 -0.2492
Si 3.6633 4.0791 19.0867 -0.0046 -0.0149 0.085
Si 10.0185 3.6677 19.3009 -0.0003 0.0041 0.0912
Si 4.2623 8.668 15.3394 0.0449 -0.006 -0.2005
Si 0.4459 1.9191 17.1449 -0.0194 0.0108 -0.0299
Si 6.7855 7.5324 19.2348 0.0112 0.0047 0.0853
Si 5.2471 3.6234 16.7219 0.0011 -0.0173 -0.0578
Si 7.7772 5.0189 17.4977 0.0182 0.0098 -0.0534
Si 6.716 9.8538 10.3228 0.0772 -0.1508 -0.4514
Si 4.4194 0.9973 10.1171 -0.04 -0.003 -0.2822
Si -0.0446 9.0932 11.8706 0.0534 -0.0864 -0.3534
Si 9.0913 8.6305 20.9379 -0.0287 0.0267 0.2259
Si 4.5336 1.677 14.552 -0.0299 0.0096 -0.198
Si 2.4385 2.0866 21.0447 -0.0342 0.0331 0.2276
Si 6.3484 3.3017 10.3641 0.0717 0.0969 -0.3801
Si 3.4306 5.9231 16.7309 -0.0032 0.0145 -0.0383
Si 9.8138 6.6022 10.2293 -0.0878 0.0543 -0.9126
O 0.1128 2.6277 18.5756 0.005 -0.0034 -0.0132
O 2.9245 9.6286 15.5564 -0.017 0.0168 0.054
O 10.8467 4.8102 20.1302 -0.0177 -0.041 -0.0768
O 7.5721 2.3484 9.8848 -0.0052 0.0265 0.1087
O 10.8716 5.3933 10.6261 0.0376 -0.0442 0.1802
O 6.5846 6.6802 12.8509 -0.0149 0.0186 0.1215
O 10.2905 8.0946 10.7345 0.0737 0.1787 0.21
O 7.6487 9.466 13.9759 -0.0263 0.0281 0.0828
O 8.3907 6.2282 10.9329 -0.1556 -0.0787 0.2508
O 5.3443 10.5 20.0492 -0.0147 -0.0365 -0.0764
O 2.1088 3.7996 11.435 0.0369 -0.1099 0.2438
O 7.9668 8.5426 19.7527 -0.0367 -0.018 -0.0767
O 6.1997 6.7229 20.5301 0.0137 0.0341 -0.0813
O 5.4938 2.7155 15.3905 0.0078 0.0293 0.0758
O 1.2966 0.9291 20.7002 0.0139 0.0018 -0.067
O 6.1026 8.98 11.5725 -0.0845 -0.0803 0.2177
O 4.5998 4.9853 16.0931 0.0037 0.0016 0.0244
O 6.589 3.9096 17.6081 -0.0043 -0.0022 0.0124
O 10.565 10.6855 11.8053 -0.021 0.0479 0.1312
O 5.5624 0.5059 13.9656 -0.0015 0.0057 0.077
O 8.0088 5.1014 15.9008 -0.0252 -0.0202 0.1027
O 9.721 9.8234 15.5562 0.0088 0.0288 0.0823
O -0.4 5.1673 15.1367 0.0321 -0.0136 0.0748
O 1.5598 6.842 20.7901 -0.0055 0.0009 -0.0624
O 1.4914 0.6351 17.1583 -0.0015 -0.0006 0.0129
O 6.5849 1.776 20.8112 -0.0047 0.0083 -0.0639
O 0.9927 1.838 12.8301 0.0387 0.011 0.1011
O 3.2641 5.5017 18.3274 -0.0023 0.0076 -0.0143
O 9.5066 2.0025 11.5641 0.0819 0.0166 0.194
O 1.0089 3.105 16.1757 -0.0071 -0.0244 0.0492
O 8.6242 5.1555 13.3436 0.0813 -0.0088 0.2216
O 10.2469 8.5845 13.2721 -0.0872 0.0021 0.224
O 1.4367 9.4025 21.6857 0.0026 -0.0074 -0.0753
O 10.0701 9.9334 20.6086 -0.0094 -0.0157 -0.0698
O 3.2155 0.1712 10.8981 -0.0056 0.0355 0.1285
O 5.1073 2.3132 10.8368 -0.0441 -0.0109 0.1178
O 1.7469 4.1875 13.9285 -0.0276 0.0508 0.162
O 7.9653 10.8073 10.8016 -0.0016 0.0684 0.1595
O 9.1269 4.473 18.2038 -0.0118 0.005 -0.0137
O 5.6303 9.512 15.7584 -0.0173 -0.0023 0.0615
O 5.5646 -0.0914 9.7422 -0.0374 0.0499 0.043
O 3.5756 2.3367 13.372 0.0623 -0.031 0.1347
O 1.9633 5.6588 16.0781 0.0253 0.0189 0.0387
O 9.7003 1.0561 14.0228 -0.045 -0.0134 0.2037
O 4.3708 6.9252 11.5369 0.049 0.037 0.2024
O 4.7598 4.4685 20.2165 -0.034 -0.0156 -0.0807
O 9.9435 1.3451 16.6348 0.0237 0.015 0.0564
O 6.7266 4.2638 11.6351 0.029 0.0445 0.1539
O 5.5729 8.4074 18.5718 0.002 -0.0018 -0.0162
O 9.0564 2.7427 20.2452 0.0385 0.0162 -0.0798
O 3.5818 1.1348 15.7525 -0.0166 -0.0182 0.0665
O 4.214 3.0756 17.8919 0.0074 0.0004 -0.0114
O 9.9054 7.2173 20.8948 0.0039 -0.0039 -0.0653
O 3.3581 8.6539 9.8021 -0.013 0.0105 0.0939
O 3.9402 7.4273 16.3577 -0.0184 -0.0357 0.0427
O 7.6201 0.4933 15.6753 -0.0024 0.021 0.0545
O 8.9137 7.3097 15.0235 -0.0076 -0.0198 0.087
O 3.9211 1.4364 21.1632 0.0161 -0.0019 -0.0681
O 1.5874 9.107 11.6802 -0.0306 -0.0049 0.1258
O 2.3106 6.1638 10.1223 0.0092 0.0054 0.1289
O 7.3413 6.4635 18.1278 0.0004 -0.0085 -0.0129
O 7.2169 4.3661 21.1419 -0.0004 0.002 -0.0664
O 4.577 8.2402 13.7772 -0.071 0.0469 0.2311
O 3.3231 8.6749 19.9559 0.04 0.021 -0.0846
O 2.4933 3.2361 19.8662 0.0239 0.0402 -0.0819
O 3.7293 10.3616 17.9498 -0.0075 0.006 -0.0025

Results
free energy: -130699.520 eV
free energy less fixed offsets of B -154.04, O -568.88, Si -635.61 eV per atom: 3.200 eV

The program warned: the cutoff lies below the one the program advises for these potential files; the exchange-correlation potential is rough where the density is thin.
